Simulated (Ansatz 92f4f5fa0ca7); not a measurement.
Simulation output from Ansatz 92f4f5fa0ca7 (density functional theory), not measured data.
Periodic cell of 130 atoms, Si86O44, from a study of silicon, its oxide and their interface. The atomic structure is a simulated model.

Settings: functional r2SCAN; potential files Ansatz norm-conserving; basis plane waves; wave-function cutoff 1300 eV; density cutoff ratio 4; exchange-correlation grid ratio 1; k mesh 2 x 2 x 1, shifted by 0.5 0.5 0.5 of a step; self-consistency stop 5e-08 eV per atom in the density residual; occupations Fermi-Dirac, 0.05 eV; spin none; net charge 0.

Cell vectors (angstrom)
a  10.88  0  0
b  0  10.88  0
c  0  0  19.7166

Atoms and the computed forces on them: element, x, y, z (angstrom), force x, y, z (eV/angstrom)
Si  0.6441  -0.7277  -0.3121  -0.0465  0.5254  0.2098
Si  2.8701  2.1948  0.2801  -0.3437  0.3165  1.2097
Si  -0.553  5.592  -0.2293  -0.1837  -0.9668  -1.4191
Si  2.4879  8.4898  0.1815  0.8943  -1.1401  -0.6478
Si  5.0162  0.1651  0.3894  -0.5993  0.0235  -2.1535
Si  7.8176  2.9821  0.5422  -0.8916  -0.5255  -0.1391
Si  5.2886  4.6679  -0.0537  0.3658  -0.8767  -0.6715
Si  7.6551  7.3228  -0.3942  1.3313  2.0631  1.1912
Si  1.2589  0.925  1.5241  0.957  0.0894  -0.8505
Si  3.9953  3.8327  1.6584  -0.9726  -0.6131  -1.2664
Si  1.2058  6.702  1.1575  -0.0027  0.4483  0.1234
Si  3.8899  9.4751  1.7159  -0.2847  1.0447  0.2367
Si  6.6697  1.2505  1.6702  0.3195  0.2014  -0.8815
Si  9.4803  4.1174  1.4904  0.6783  0.713  0.6947
Si  6.4859  6.539  1.3585  -0.2614  -0.9676  0.0018
Si  9.6333  9.5073  1.0164  -1.6314  -0.7952  -1.0734
Si  0.0584  2.6102  2.6932  -1.058  -0.2396  0.2675
Si  2.6667  -0.0761  3.1391  -0.6962  -0.0617  -0.5166
Si  -0.1155  8.1413  2.5926  0.6263  -0.2854  0.4834
Si  2.5875  5.3032  2.7584  0.1393  0.9545  -1.1222
Si  5.382  2.6265  2.9768  0.5374  0.4006  0.5294
Si  8.295  -0.1493  2.598  -0.2766  0.2469  0.3476
Si  5.3274  8.0256  2.7402  0.7313  0.0543  0.5126
Si  8.0773  5.4743  2.8361  -0.3191  -0.2309  -0.5208
Si  1.2979  4.0454  4.1112  0.216  -0.9338  1.0159
Si  4.0315  1.3763  4.2981  -0.1394  0.2348  0.4397
Si  1.2046  9.4005  4.2373  -0.1209  -0.0463  0.0206
Si  3.9562  6.6661  4.0972  0.2065  0.4414  0.4261
Si  6.7268  4.1625  4.1933  0.0995  -0.7843  0.6264
Si  9.3859  1.3139  4.0893  1.4038  0.3274  0.3822
Si  6.9629  9.356  4.0384  -0.839  0.3002  0.0067
Si  9.5391  6.7322  4.1  -0.1586  0.6283  0.0054
Si  -0.0336  0.0059  5.641  -0.2113  0.2571  -0.7639
Si  2.7997  2.8424  5.646  -0.7505  -0.5953  -0.3248
Si  -0.0334  5.3813  5.5212  -0.0395  0.4369  -1.5322
Si  2.6203  8.0098  5.507  -0.8702  0.0575  -0.5328
Si  5.4838  -0.0208  5.406  0.7098  -0.1928  -0.2535
Si  8.1511  2.7712  5.5177  -0.5061  -0.4097  -0.2498
Si  5.372  5.4842  5.6136  -0.1379  -0.5502  -0.8135
Si  8.2189  8.0256  5.5423  0.5446  0.8776  -0.3506
Si  1.4203  1.4082  6.9704  0.0921  0.0883  0.1029
Si  4.0522  4.211  7.065  1.6859  -0.767  -0.9857
Si  1.0952  6.8085  6.8773  1.2318  0.1566  0.9896
Si  4.0239  9.4876  6.5564  0.186  0.4994  -0.0129
Si  6.8161  1.3376  6.8692  0.6303  0.2294  0.0798
Si  9.4975  4.197  6.8441  -0.4882  -0.4119  1.1544
Si  6.8293  6.7825  6.8534  0.3837  -0.0462  1.2103
Si  9.4945  9.5099  6.9563  0.7169  -0.7289  -0.1857
Si  0.0758  2.9965  8.2226  0.5078  -0.4951  0.4165
Si  3.0155  -0.0337  8.1412  -0.4725  0.2788  0.9083
Si  0.1043  8.3175  8.5122  0.268  0.3105  -0.4229
Si  2.6631  5.5434  8.147  -1.386  0.517  1.0324
Si  5.7871  3.026  8.252  -0.3748  -0.2476  -0.331
Si  8.2023  -0.0926  8.2668  -0.9518  1.3238  0.0621
Si  5.316  8.235  7.9035  0.4971  0.1977  0.0378
Si  8.4655  5.6965  8.4638  -0.8024  -0.5802  -0.4187
Si  1.5579  4.2018  9.7845  -0.5723  0.6718  -0.1288
Si  4.5263  1.5012  9.3608  -1.2452  0.1062  0.6604
Si  2.0392  9.177  9.7698  0.1774  0.3758  -1.1094
Si  3.7924  7.2225  9.2492  -0.4069  0.1153  0.5131
Si  6.9009  4.451  9.8277  0.4484  0.0542  -1.3711
Si  9.696  1.4306  9.3978  -1.1968  -0.4331  0.0301
Si  6.5052  9.5639  9.3655  1.1354  -0.4121  0.4999
Si  9.7643  7.0537  10.078  -1.3502  -0.609  0.2715
Si  0.9393  0.0007  11.2216  0.2228  0.9402  -0.259
Si  2.9478  2.5299  10.7867  1.0163  0.3503  0.6536
Si  0.5133  5.917  11.4001  0.5259  -0.8584  -1.616
Si  4.5607  4.8826  12.2655  -0.5325  0.9859  2.1397
Si  5.6967  0.2158  10.9017  -1.7534  -0.6716  -0.9496
Si  8.2073  3.3482  11.4527  -0.5141  -1.2816  0.7004
Si  5.4729  6.1223  10.5113  -0.5343  -0.132  0.684
Si  6.9534  7.8943  11.029  -0.5869  0.7875  0.4642
Si  5.8309  5.6198  14.9281  -1.0338  1.634  -0.4419
Si  4.0244  3.8529  16.7038  -0.2698  0.6567  0.7876
Si  2.7891  7.1528  12.9987  0.0344  -2.443  1.2984
Si  7.5364  1.069  13.3868  -0.5238  0.7453  -2.6947
Si  8.2923  13.0655  17.5652  -1.796  1.4779  -0.6168
Si  -0.7829  0.8096  13.6701  0.1657  -2.39  0.6312
Si  4.8348  -1.7139  12.6164  1.3302  -1.0713  -0.6945
Si  -1.0083  3.8226  12.9835  1.8448  0.5802  -0.4994
Si  4.2855  -2.5834  15.1022  -0.6404  -1.5112  -0.9931
Si  -0.2209  11.7493  16.7456  -1.1219  -0.3704  -1.1519
Si  1.1815  3.5271  17.6561  1.4802  1.4678  -0.4796
Si  8.1727  4.3531  15.5453  -0.7625  -1.1691  0.7025
Si  15.9467  -2.3133  18.1291  -0.6351  -0.6013  1.1928
Si  6.0909  12.934  15.7126  0.1438  1.3627  1.397
O  0.4189  -0.1644  -1.897  0.2073  -0.0355  0.6
O  -2.5365  -2.0807  0.1127  0.6395  -0.4098  0.1305
O  4.0873  1.3692  -0.4474  0.529  -1.3708  1.2995
O  4.6431  -1.335  -5.5946  -0.6803  0.4448  2.2781
O  0.259  4.7204  -1.4981  -1.1855  1.6882  1.1541
O  -1.951  6.4213  -0.8911  1.7442  -0.9452  0.4056
O  2.4163  4.0862  -3.0949  -1.7509  -1.5174  1.0535
O  3.8396  7.8389  -0.7376  -1.1153  0.7897  0.3447
O  9.3426  4.2777  -5.2937  -0.9189  0.3051  1.4394
O  4.3689  -2.2663  -3.0657  0.6472  0.738  0.7975
O  8.691  2.2589  -0.6145  0.272  -1.0353  -0.5259
O  8.6517  3.7368  -2.7024  -0.3671  -0.4661  -1.478
O  4.3879  4.1002  -1.4226  1.4268  0.795  0.979
O  4.6541  5.1253  -3.7597  1.3118  0.003  -0.9367
O  6.4183  7.5985  -1.4185  -0.7173  1.1055  -1.3806
O  -0.099  0.4003  15.1484  -0.3282  0.7324  0.2697
O  3.9912  3.4007  11.8801  -0.6401  -0.8878  -0.6099
O  2.1059  1.2528  11.4554  -1.6549  -0.5437  -0.1893
O  5.4106  7.2051  14.7108  -0.2419  -0.3614  0.6045
O  0.2027  4.9335  12.6145  -2.0641  -2.3021  1.381
O  -2.0626  2.0403  10.6501  0.3165  0.4181  -0.4264
O  1.4196  7.0161  12.1587  0.0842  1.4613  -0.1361
O  3.2818  5.5814  13.134  0.8093  0.3118  -1.3067
O  4.3888  -0.5114  11.6954  1.027  1.3443  -1.0553
O  6.7986  0.408  12.0223  1.3466  -0.3445  1.5875
O  8.5384  7.5266  11.1791  1.08  -0.1529  -0.5632
O  6.3404  8.5468  12.4579  0.5579  0.0481  -1.3204
O  9.0035  0.9317  16.9043  2.0229  -0.44  -0.4529
O  7.4114  2.5972  12.7135  0.6269  0.3051  0.4808
O  -4.0566  3.4301  15.2348  0.7223  -0.1694  -0.3193
O  5.7971  5.0417  13.4107  -0.8501  -1.0506  -0.8581
O  0.2581  2.3937  17.0181  0.0138  -0.8999  -1.0603
O  1.8641  2.8501  18.9205  0.5857  -0.1768  0.1927
O  7.3749  5.7616  15.4649  0.4413  -0.1048  0.4406
O  2.7608  7.7334  14.5351  1.3043  0.8613  0.1183
O  6.8191  3.9938  19.4254  -1.1715  0.0817  0.3832
O  10.6914  11.1804  10.006  1.7162  -0.1153  1.4193
O  17.5837  12.7163  17.205  1.1078  -0.1584  0.2286
O  -0.0229  -0.2014  12.5794  0.4581  0.5511  -0.2356
O  -0.4129  2.276  13.2341  0.2788  2.7183  -0.54
O  6.4209  0.9747  14.5766  0.302  -0.4976  0.1746
O  4.5515  2.442  16.0157  -0.7816  0.5609  0.0888
O  5.3373  -0.8601  18.817  0.5016  -0.1732  -0.5215
O  -7.013  7.9732  12.139  -0.8191  -0.2094  0.155

Results
free energy: -30551.620 eV
free energy less fixed offsets of O -463.61, Si -117.95 eV per atom: -9.080 eV
pressure: -1.73 GPa
stress xx, yy, zz, yz, xz, xy (GPa, positive in tension): 3.01, 0.64, 1.53, 1.51, 1.8, -0.47

The program warned: the forces do not sum to zero within the program's tolerance.
